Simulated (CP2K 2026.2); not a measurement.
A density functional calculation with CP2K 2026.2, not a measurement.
Periodic cell of 513 atoms, Si351O162, from a study of silicon, its oxide and their interface. The atomic structure is a simulated model.
Doubt: the forces sum to 3.72 eV/angstrom along one axis rather than to zero, so they err by at least 0.0073 eV/angstrom per atom on average; the grid cutoff is modest.

Settings
functional: PBE
method: Gaussian and plane waves
basis set: DZVP-MOLOPT-SR-GTH
pseudopotentials: GTH-PBE
grid cutoff: 350 Ry, relative cutoff 50 Ry
k points: Gamma only
occupations: fixed
spin: none
net charge: 0

Cell vectors (angstrom)
a	16.407	0	0
b	0	16.407	0
c	-0.3726	-0.2553	34.1225

Atoms and the computed forces on them: element, x, y, z (angstrom), force x, y, z (eV/angstrom)
Si	-0.284	15.679	33.961	0.041	0.086	0.127
Si	1.699	2.95	33.951	-0.252	0.3	0.237
Si	16.324	5.46	0.39	0.09	0.125	-0.308
Si	2.996	8.145	0.044	-0.124	-0.072	0.447
Si	15.865	10.646	33.848	0.185	-0.087	0.429
Si	1.983	13.467	34.095	0.013	-0.011	0.184
Si	4.794	-0.165	34.105	0.025	-0.205	0.1
Si	7.397	2.447	33.958	0.332	0.011	0.118
Si	5.139	5.939	0.056	-0.062	-0.165	0.151
Si	7.998	8.413	0.101	0.015	-0.167	0.13
Si	5.765	10.536	0.083	0.043	0.005	0.054
Si	8.032	13.011	34.017	0.05	0.037	0.179
Si	11.094	15.858	0.036	0.116	0.145	0.365
Si	13.523	2.76	0.527	-0.032	-0.041	-0.268
Si	11.201	5.002	0.198	0.195	0.143	-0.464
Si	14.109	7.705	0.021	0.028	-0.163	-0.18
Si	10.077	10.624	34.033	0.132	-0.049	0.177
Si	12.958	13.307	33.982	-0.119	0.212	0.467
Si	1.174	1.337	1.147	0.007	-0.147	-0.252
Si	3.911	4.153	1.171	-0.028	0.096	-0.268
Si	1.346	6.971	1.448	0.149	0.026	-0.392
Si	4.186	9.493	1.515	0.068	-0.007	-0.385
Si	1.257	12.095	1.278	-0.076	0.192	-0.227
Si	3.982	14.912	1.274	-0.112	0.036	-0.213
Si	6.508	1.436	1.356	0.113	-0.166	-0.028
Si	9.357	3.961	1.243	-0.078	-0.114	-0.06
Si	6.756	6.886	1.471	-0.009	0.052	-0.37
Si	9.412	9.569	1.552	0.005	-0.139	-0.417
Si	6.834	12.199	1.359	0.037	-0.038	-0.343
Si	9.441	14.85	1.351	-0.002	-0.006	-0.222
Si	12.157	1.119	1.437	-0.066	-0.111	-0.263
Si	15.035	4.036	1.719	-0.03	0.005	-0.161
Si	12.289	6.774	1.316	0.024	0.011	-0.096
Si	14.939	9.546	1.265	0.134	-0.1	-0.115
Si	12.137	12.047	1.234	-0.215	0.053	-0.37
Si	14.953	14.765	1.242	-0.094	0.045	-0.389
Si	16.372	2.542	2.824	0.173	-0.023	0.092
Si	2.6	16.362	2.589	-0.085	0.069	-0.033
Si	16.33	8.28	2.752	0.031	0.062	0.079
Si	2.672	5.472	2.735	0.005	0.096	-0.016
Si	16.29	13.464	2.669	0.045	-0.067	0.135
Si	2.692	10.864	2.706	-0.055	0.027	0.029
Si	5.207	2.784	2.693	-0.139	0.112	0.052
Si	8.003	16.352	2.603	0.113	-0.018	-0.137
Si	5.443	8.155	2.924	0.072	0.006	0.188
Si	8.101	5.388	2.692	0.034	-0.126	-0.014
Si	5.375	13.577	2.652	0.021	-0.016	-0.057
Si	8.093	10.91	2.891	-0.053	0.13	0.099
Si	10.734	2.567	2.679	-0.046	0.036	0.126
Si	13.621	16.189	2.704	-0.007	-0.112	-0.003
Si	10.866	8.129	2.705	0.136	-0.159	-0.025
Si	13.56	5.44	2.838	-0.211	-0.001	0.332
Si	10.832	13.483	2.709	0.001	0.013	-0.02
Si	13.513	10.783	2.669	-0.015	0.014	0.023
Si	1.307	4.031	4.095	0.138	-0.08	-0.022
Si	3.929	1.318	4.043	-0.012	-0.08	-0.022
Si	1.322	9.556	4.136	-0.131	-0.071	-0.014
Si	4.026	6.765	4.19	-0.016	-0.128	-0.1
Si	1.244	14.941	4.001	0.022	0.017	-0.151
Si	4.021	12.25	4.073	-0.008	-0.005	0.009
Si	6.686	4.053	4.06	0.032	-0.026	0
Si	9.392	1.219	4.061	-0.004	0.152	0.01
Si	6.766	9.533	4.256	-0.056	0.022	-0.061
Si	9.493	6.737	4.068	0.007	-0.015	-0.027
Si	6.709	14.97	4.025	-0.039	0.029	0.048
Si	9.493	12.244	4.201	-0.007	-0.041	-0.119
Si	12.144	3.967	4.079	-0.008	0.156	-0.122
Si	14.94	1.189	4.103	-0.047	0.023	0.028
Si	12.203	9.465	4.112	-0.033	-0.015	0.01
Si	14.976	6.832	4.131	-0.157	0.057	-0.124
Si	12.208	14.875	4.078	0.055	-0.043	-0.096
Si	14.885	12.163	4.062	0.12	0.04	-0.046
Si	16.314	16.265	5.458	-0.002	-0.031	-0.034
Si	2.629	2.657	5.482	0.004	0.074	-0.006
Si	16.321	5.398	5.451	-0.006	-0.017	-0.029
Si	2.632	8.14	5.508	0.019	0.011	-0.036
Si	16.296	10.874	5.475	0.035	0.013	-0.068
Si	2.626	13.615	5.418	0.027	0.042	-0.046
Si	5.334	16.343	5.401	-0.012	0.022	-0.071
Si	8.049	2.639	5.424	-0.01	-0.045	-0.08
Si	5.385	5.38	5.514	-0.016	0.069	0.011
Si	8.149	8.099	5.5	0.016	0.043	0.003
Si	5.344	10.902	5.519	0.014	-0.035	-0.003
Si	8.077	13.639	5.467	0.052	0.01	-0.037
Si	10.82	16.288	5.417	-0.012	-0.027	-0.078
Si	13.559	2.612	5.421	-0.052	-0.047	-0.019
Si	10.819	5.359	5.468	-0.002	-0.054	-0.057
Si	13.576	8.139	5.504	0.046	-0.017	-0.024
Si	10.854	10.833	5.504	-0.038	0.006	-0.006
Si	13.568	13.541	5.469	-0.07	-0.012	-0.044
Si	1.254	1.266	6.814	-0.01	0.032	0.022
Si	4.003	4.008	6.854	0.035	-0.055	0.029
Si	1.26	6.756	6.849	0.019	-0.025	-0.005
Si	3.993	9.508	6.869	-0.008	0.006	0.004
Si	1.265	12.252	6.816	-0.065	0.021	-0.018
Si	3.988	14.976	6.801	-0.02	-0.002	-0.037
Si	6.697	1.28	6.808	0.016	0.011	-0.028
Si	9.431	3.993	6.813	0.01	0.068	-0.016
Si	6.754	6.753	6.861	-0.013	-0.029	-0.001
Si	9.487	9.478	6.869	0.029	-0.055	-0.009
Si	6.73	12.263	6.852	-0.047	0.012	-0.001
Si	9.46	14.97	6.833	-0.008	-0.002	0.017
Si	12.185	1.257	6.793	0.024	0.038	-0.004
Si	14.929	4.005	6.785	-0.014	0.034	-0.006
Si	12.195	6.741	6.831	0.005	-0.017	-0.021
Si	14.943	9.507	6.858	-0.015	-0.035	0.001
Si	12.207	12.206	6.857	0.025	-0.015	0.022
Si	14.935	14.921	6.824	0.027	0	0.011
Si	16.289	2.641	8.17	0.002	-0.015	0.001
Si	2.625	16.324	8.19	0.015	0.006	-0.005
Si	16.298	8.122	8.212	-0.03	-0.017	-0.002
Si	2.629	5.381	8.206	0.002	0.014	-0.011
Si	16.303	13.586	8.206	0.022	0.008	0.004
Si	2.613	10.88	8.206	0.009	-0.041	-0.002
Si	5.361	2.637	8.211	-0.019	0.025	0.012
Si	8.082	16.336	8.184	0.02	0.017	0.003
Si	5.371	8.128	8.211	0.021	0.016	-0.003
Si	8.102	5.369	8.213	-0.025	-0.002	0.007
Si	5.348	13.62	8.199	0.035	0.003	0.007
Si	8.101	10.868	8.199	-0.003	-0.018	-0.003
Si	10.822	2.632	8.168	-0.004	-0.011	-0.003
Si	13.561	16.308	8.169	-0.03	-0.01	-0.003
Si	10.846	8.104	8.222	-0.014	0.026	0.01
Si	13.569	5.366	8.177	-0.01	-0.001	0.005
Si	10.827	13.589	8.195	-0.017	-0.014	-0.003
Si	13.571	10.855	8.227	0.011	0.025	0.013
Si	1.248	4.005	9.554	0.01	0.007	-0.005
Si	3.988	1.274	9.569	0.013	0.008	0.003
Si	1.253	9.5	9.57	0.006	0.011	-0.003
Si	3.995	6.755	9.568	-0.007	-0.023	-0.004
Si	1.26	14.96	9.561	-0.021	0.006	-0.001
Si	3.988	12.243	9.567	-0.003	0.005	-0.005
Si	6.728	4.009	9.574	0.03	0.006	-0.003
Si	9.46	1.28	9.553	-0.018	0.013	-0.004
Si	6.734	9.503	9.57	-0.021	-0.008	0.008
Si	9.467	6.742	9.577	0.005	-0.012	-0.002
Si	6.728	14.969	9.566	-0.02	-0.001	-0.005
Si	9.465	12.228	9.571	0.006	-0.007	0
Si	12.194	4.001	9.541	0.005	0.018	-0.008
Si	14.925	1.272	9.541	-0.003	0.033	0.006
Si	12.202	9.484	9.583	0.01	-0.037	0.007
Si	14.921	6.744	9.559	0.01	0.001	0.002
Si	12.201	14.952	9.554	0.006	0.007	-0.006
Si	14.937	12.227	9.577	-0.005	-0.029	0.004
Si	-0.116	16.319	10.922	0.027	-0.003	-0.004
Si	2.613	2.638	10.929	0.006	0.01	-0.002
Si	-0.117	5.378	10.921	-0.008	-0.006	-0.008
Si	2.622	8.128	10.926	0.009	0.004	0.001
Si	-0.117	10.857	10.941	-0.01	-0.003	0.006
Si	2.617	13.597	10.938	0.014	-0.005	-0.009
Si	5.36	16.323	10.94	0.006	0	-0.002
Si	8.106	2.647	10.931	-0.027	0.015	0.001
Si	5.356	5.381	10.932	-0.009	0.016	-0.005
Si	8.099	8.128	10.934	0.009	-0.003	-0.002
Si	5.36	10.874	10.93	0.015	-0.022	-0.001
Si	8.095	13.595	10.934	0.003	-0.01	0.004
Si	10.83	16.315	10.915	-0.002	0.016	-0.004
Si	13.561	2.637	10.915	-0.007	-0.014	0.002
Si	10.839	5.37	10.926	-0.004	0.005	-0.009
Si	13.562	8.111	10.941	-0.005	0.015	0.007
Si	10.835	10.864	10.941	-0.019	-0.002	0.001
Si	13.567	13.595	10.933	-0.007	-0.001	0.013
Si	1.248	1.267	12.298	-0.024	0.011	-0.004
Si	3.984	4.008	12.29	-0.01	-0.018	-0.011
Si	1.241	6.761	12.283	0.036	0.001	-0.01
Si	3.984	9.506	12.286	0.008	-0.004	-0.008
Si	1.239	12.234	12.3	0.012	-0.019	0.006
Si	3.989	14.956	12.302	0.007	0.009	0.002
Si	6.742	1.28	12.293	0.045	0.042	-0.013
Si	9.479	4.007	12.297	0.014	0.031	-0.005
Si	6.721	6.76	12.29	-0.015	-0.018	-0.014
Si	9.461	9.502	12.305	-0.004	-0.005	0
Si	6.726	12.234	12.308	-0.027	-0.01	0
Si	9.479	14.949	12.296	-0.02	-0.008	-0.003
Si	12.2	1.265	12.284	-0.03	-0.012	-0.005
Si	14.922	4.01	12.287	0.014	0.028	-0.001
Si	12.187	6.747	12.3	-0.014	-0.022	-0.006
Si	14.919	9.493	12.303	-0.003	-0.035	0.005
Si	12.204	12.234	12.307	0.026	-0.001	0.006
Si	14.934	14.955	12.303	0.002	0.024	0.011
Si	-0.127	2.632	13.654	0.061	-0.024	-0.006
Si	2.611	16.303	13.672	0.03	-0.007	0.015
Si	-0.128	8.122	13.662	-0.016	0.03	0.007
Si	2.607	5.387	13.634	-0.018	0.027	0.014
Si	-0.116	13.591	13.69	-0.01	-0.002	-0.005
Si	2.601	10.862	13.649	0.032	-0.015	-0.008
Si	5.358	2.633	13.648	-0.006	0.007	0.012
Si	8.122	-0.083	13.652	-0.062	0.011	-0.014
Si	5.356	8.145	13.648	-0.01	0.014	0.003
Si	8.099	5.386	13.635	0.015	-0.002	-0.005
Si	5.351	13.595	13.674	0.03	-0.013	0.002
Si	8.103	10.878	13.681	0.01	-0.041	0.027
Si	10.849	2.631	13.659	0.009	-0.013	0.003
Si	13.556	-0.099	13.665	0.006	0.033	-0.029
Si	10.828	8.133	13.664	0.007	-0.019	0.015
Si	13.554	5.377	13.658	-0.01	0.018	0.006
Si	10.847	13.598	13.686	-0.035	0.007	0.004
Si	13.571	10.873	13.679	-0.033	-0.005	-0.02
Si	1.246	4.008	14.997	-0.01	0.007	0.014
Si	3.999	1.253	15.02	0.022	0.034	0.009
Si	1.227	9.507	15.018	0.017	-0.02	0.048
Si	3.973	6.77	14.982	-0.015	-0.02	0.028
Si	1.254	14.943	15.069	0.033	0.048	0.051
Si	3.944	12.237	15.019	-0.025	-0.048	0.022
Si	6.749	3.996	14.987	0.016	0.007	0.03
Si	9.514	1.247	15.033	-0.027	0.013	0.053
Si	6.712	9.515	15.034	-0.024	-0.004	0.02
Si	9.433	6.775	15.01	-0.004	0.002	0.018
Si	6.743	14.973	15.009	0.074	0.032	-0.007
Si	9.486	12.237	15.062	-0.003	0.012	0.024
Si	12.217	3.988	15.03	-0.044	0.048	0.035
Si	14.905	1.274	15.027	-0.028	-0.073	0.011
Si	12.197	9.509	15.031	-0.007	-0.009	0.027
Si	14.897	6.763	15.026	0.01	-0.031	0.046
Si	12.227	14.943	15.071	0.023	0.017	0.068
Si	14.927	12.233	15.072	0	-0.015	0.087
Si	-0.152	-0.093	16.394	-0.054	0.06	0.063
Si	2.648	2.659	16.345	-0.027	-0.052	0.081
Si	16.223	5.324	16.352	0.076	0.102	-0.004
Si	2.564	8.099	16.351	0.036	0.103	0.075
Si	-0.095	10.88	16.441	-0.038	-0.059	-0.006
Si	2.598	13.555	16.462	0.055	0.014	0.014
Si	5.353	16.277	16.402	0.062	0.021	0.024
Si	8.095	2.586	16.352	0.049	0.065	0.096
Si	5.39	5.414	16.295	-0.055	-0.071	-0.023
Si	8.078	8.151	16.408	0.038	-0.004	-0.066
Si	5.313	10.895	16.372	0.009	-0.028	0.074
Si	8.143	13.67	16.388	-0.163	0.019	-0.006
Si	10.918	-0.064	16.455	-0.07	-0.051	-0.014
Si	13.577	2.63	16.444	0.009	-0.023	-0.045
Si	10.803	5.373	16.317	0.062	-0.041	0.13
Si	13.568	8.174	16.41	-0.082	-0.018	0.094
Si	10.858	10.863	16.439	0.02	-0.014	-0.022
Si	13.561	13.569	16.488	0.068	0.037	0.078
Si	1.193	1.349	17.684	-0.043	0.096	-0.167
Si	4.094	4.019	17.655	0.155	-0.026	-0.096
Si	1.188	6.671	17.674	0.009	-0.027	-0.143
Si	3.908	9.502	17.713	-0.045	-0.103	-0.073
Si	1.217	12.23	17.895	-0.002	0.032	0.034
Si	3.987	14.924	17.803	0.054	-0.064	-0.11
Si	6.769	1.195	17.757	0.023	-0.076	0.009
Si	9.461	3.975	17.689	0.022	-0.06	-0.138
Si	6.684	6.765	17.721	0.006	0.005	0.01
Si	9.413	9.561	17.773	0.004	-0.01	-0.011
Si	6.65	12.379	17.675	0.038	0.134	-0.154
Si	9.586	14.947	17.807	0.04	-0.026	-0.039
Si	12.276	1.286	17.883	-0.016	-0.044	0.032
Si	14.904	4.008	17.82	0.018	-0.023	0.035
Si	12.129	6.778	17.679	-0.13	0.112	-0.173
Si	14.975	9.517	17.828	-0.007	0.026	-0.062
Si	12.243	12.151	17.893	-0.013	-0.015	0.036
Si	14.951	14.945	17.863	-0.022	0.015	0.079
Si	-0.049	2.716	19.207	0.092	-0.03	0.158
Si	2.481	-0.116	18.94	-0.041	0.028	0.319
Si	-0.122	8.011	19.1	-0.123	-0.052	0.189
Si	2.666	5.351	18.926	-0.078	0.002	0.183
Si	-0.119	13.594	19.352	0.037	0.136	0.277
Si	2.58	10.821	19.207	0.009	-0.09	0.12
Si	5.422	2.622	19.062	0.066	0.039	0.32
Si	8.223	-0.126	19.17	-0.11	0.209	0.179
Si	5.293	8.138	19.053	-0.078	0.15	0.225
Si	8.051	5.332	18.997	0.027	-0.124	0.235
Si	5.36	13.627	19.263	0.057	0.055	0.17
Si	8.012	11.062	18.977	-0.051	-0.047	0.249
Si	10.84	2.678	19.148	-0.03	0.185	0.218
Si	13.653	-0.072	19.307	0.113	-0.096	0.256
Si	10.752	8.13	19.091	0.027	-0.124	0.161
Si	13.448	5.412	19.051	-0.088	-0.006	0.216
Si	10.872	13.534	19.25	-0.06	-0.046	0.157
Si	13.693	10.861	19.338	0.011	0.024	0.219
Si	1.715	3.807	20.441	0.066	0.23	0.289
Si	3.695	1.41	20.142	0.122	0.004	0.097
Si	1.443	9.116	20.444	0.024	-0.103	0.392
Si	3.688	6.942	20.303	0.195	-0.079	0.429
Si	1.121	15.23	20.599	0.08	-0.026	-0.186
Si	4.161	11.989	20.539	0.156	-0.171	0.177
Si	7.087	3.711	20.435	-0.301	0.098	0.066
Si	9.364	1.492	20.541	-0.043	0.016	-0.019
Si	6.37	9.912	20.173	0.021	-0.123	0.086
Si	9.479	6.55	20.36	0.033	-0.031	0.129
Si	7.071	14.766	20.563	0.073	-0.085	0.033
Si	9.162	12.436	20.563	0.081	-0.033	-0.023
Si	11.784	4.447	20.43	0.128	-0.156	0.086
Si	15.357	1.1	20.592	-0.082	0.023	-0.1
Si	12.443	9.156	20.38	0.037	-0.066	0.266
Si	14.618	6.891	20.414	0.068	-0.035	0.237
Si	12.469	14.679	20.589	-0.031	0.055	-0.07
Si	14.777	12.517	20.916	0.107	-0.094	-0.018
Si	3.176	5.131	22.631	-0.124	0.182	0.147
Si	1.942	6.087	27.26	0.049	0.075	-0.106
Si	0.28	9.017	23.387	0.212	-0.265	0.339
Si	1.712	13.346	28.313	0.098	0.03	-0.186
Si	2.587	13.504	22.89	-0.024	0.066	0.067
Si	5.484	0.372	22.38	-0.086	-0.025	-0.01
Si	5.974	7.854	24.744	-0.17	-0.008	0.336
Si	6.891	4.848	25.308	0.117	0.112	0.266
Si	9.919	13.576	26.602	0.009	-0.021	0.054
Si	11.289	0.223	22.711	-0.123	-0.051	0.072
Si	12.529	4.412	23.458	-0.162	0.36	0.269
Si	14.752	6.56	23.327	-0.041	-0.076	0.304
Si	10.477	10.286	22.587	0.061	0.109	0.033
Si	11.657	16.109	25.736	0.196	-0.043	0.348
Si	1.87	-0.216	29.48	0.008	-0.03	-0.509
Si	10.676	4.621	28.077	-0.074	0.026	-0.021
Si	2.852	7.429	24.693	0.14	0.171	0.18
Si	6.742	11.39	28.602	0.052	-0.057	-0.08
Si	3.776	11.51	28.99	0.074	-0.04	-0.56
Si	16.013	13.786	26.306	0.044	0.08	0.169
Si	5.648	3.43	22.955	-0.027	0.159	0.348
Si	9.767	3.958	25.215	-0.124	-0.066	0.213
Si	6.653	3.224	27.848	-0.028	0.214	-0.174
Si	7.843	9.587	26.596	-0.144	-0.059	-0.104
Si	8.067	8.344	22.358	-0.272	-0.044	0.111
Si	7.166	15.035	26.309	-0.046	0.056	0.001
Si	13.959	1.884	23.213	0.073	0.02	0.51
Si	12.108	2.056	27.711	0.028	0.065	0.063
Si	13.297	10.036	29.619	-0.05	0.108	-0.408
Si	10.353	10.892	25.434	-0.133	0.025	0.274
Si	14.756	0.034	25.599	0.015	-0.048	0.302
Si	3.022	0.503	26.926	0.105	0.025	-0.075
Si	4.562	15.137	24.804	0.14	-0.104	0.402
Si	15.487	8.701	27.937	-0.007	-0.016	-0.175
Si	2.473	3.224	27.621	-0.039	0.044	-0.202
Si	14.559	14.217	29.18	-0.118	0.09	-0.446
Si	1.205	10.523	29.096	0.048	-0.042	-0.5
Si	3.019	1.241	31.879	0.103	-0.044	-0.298
Si	6.98	14.532	29.148	0.092	0.002	-0.429
Si	10.852	3.36	31.813	-0.003	0.205	-0.273
Si	8.397	1.31	26.526	0.042	0.112	-0.005
Si	9.753	8.245	31.992	-0.12	0.3	0.132
Si	8.608	4.348	29.957	-0.141	0.15	-0.397
Si	12.4	16.047	29.575	0.038	-0.036	-0.184
Si	13.48	4.622	27.819	0.107	0.049	-0.037
Si	15.497	6.317	26.151	0.039	0.018	0.138
Si	10.983	11.298	28.227	-0.011	0.09	0.025
Si	0.575	6.792	29.854	-0.101	-0.115	-0.535
Si	0.388	1.251	27.419	-0.187	0.048	-0.108
Si	4.316	3.061	29.91	-0.011	-0.024	-0.456
Si	1.129	9.026	31.876	-0.009	0.01	-0.521
Si	6.232	4.521	31.791	0.124	0.045	-0.299
Si	-0.103	11.995	23.814	-0.09	-0.009	0.349
Si	3.944	12.175	32.128	-0.069	-0.175	-0.004
Si	9.365	0.871	32.249	0.038	0.017	-0.422
Si	14.645	5.156	30.578	0.015	-0.033	-0.268
Si	6.14	14.439	32.057	0.268	0.015	-0.222
Si	12.594	7.573	31.32	0.08	-0.094	-0.337
Si	13.816	2.67	31.728	0.061	0.066	-0.156
Si	14.671	0.022	31.128	-0.193	-0.112	-0.35
Si	8.679	9.464	29.349	-0.032	0.174	-0.277
Si	9.286	0.009	29.358	0.09	-0.039	-0.443
Si	14.367	12.087	31.57	-0.027	0.049	-0.435
O	15.397	16.045	32.516	-0.089	0.1	0.191
O	15.268	15.529	29.881	0.09	0.08	0.14
O	4.22	1.778	30.909	-0.062	-0.15	0.086
O	2.075	2.469	32.402	-0.125	0.205	0.113
O	0.571	4.171	33.655	0.113	-0.059	0.309
O	14.858	6.25	33.724	-0.238	-0.046	0.139
O	2.428	8.92	32.858	0.107	-0.151	0.087
O	3.502	6.603	33.619	-0.011	-0.15	0.072
O	15.493	11.855	32.748	0.175	-0.048	0.372
O	-0.086	9.346	32.915	-0.292	-0.164	0.24
O	2.511	12.59	32.786	0.04	-0.185	-0.15
O	0.935	14.621	33.513	-0.302	0.028	0.483
O	3.596	0.586	33.247	-0.079	0.133	0.361
O	5.909	15.726	33.007	-0.154	0.18	0.176
O	8.135	1.15	33.259	-0.172	-0.151	0.093
O	6.661	3.208	32.671	-0.098	-0.335	0.33
O	5.746	5.64	32.837	-0.148	0.193	0.225
O	5.284	2.887	28.617	-0.188	-0.186	0.059
O	13.516	6.323	30.793	-0.231	0.31	0.134
O	8.659	7.583	33.03	-0.143	-0.072	0.076
O	4.641	10.927	32.894	-0.076	0.115	-0.027
O	6.504	9.202	33.539	-0.2	0.185	0.355
O	9.099	11.849	33.473	0.044	0.179	0.173
O	7.47	13.644	32.582	0.053	0.077	0.012
O	8.848	0.832	30.694	-0.132	0.067	0.451
O	10.047	15.873	32.672	0.192	0.094	-0.015
O	14.731	1.636	30.844	-0.099	0.121	0.123
O	13.743	1.98	33.197	-0.044	-0.287	-0.035
O	14.587	4.092	31.803	0.217	0.223	0.269
O	12.509	3.992	0.15	-0.307	0.093	0.356
O	13.267	8.116	32.699	0.032	0.231	0.173
O	10.331	9.632	32.7	0.055	0.256	-0.034
O	11.02	7.264	31.661	-0.037	0.019	-0.087
O	13.131	12.743	32.418	0.233	0.097	0.207
O	11.927	14.568	33.789	0.039	-0.086	-0.132
O	2.829	5.953	24.001	-0.103	-0.242	-0.363
O	1.768	4.681	21.895	-0.163	-0.032	-0.236
O	4.265	0.393	21.311	0.098	-0.166	-0.028
O	2.629	2.473	20.847	0.041	0.124	-0.55
O	0.013	10.411	24.185	-0.241	0.075	0.015
O	0.653	9.47	21.859	-0.064	0.335	-0.557
O	2.644	8.072	20.942	-0.099	-0.008	-0.511
O	4.112	6.099	21.679	0.189	-0.175	-0.408
O	1.943	14.676	21.934	0.03	0.234	-0.171
O	0.04	-0.037	21.171	-0.287	-0.016	-0.428
O	5.295	10.857	21.043	0.141	0.117	-0.452
O	3.516	12.534	21.96	0.017	0.136	-0.203
O	8.276	2.672	20.976	-0.058	-0.13	-0.207
O	6.438	4.335	21.841	0.052	0.248	-0.317
O	10.015	0.952	21.983	-0.047	-0.118	0.098
O	10.92	3.002	28.351	-0.094	-0.036	-0.071
O	7.421	9.29	21.236	0.265	0.039	0.132
O	6.879	8.13	23.434	0.211	-0.083	-0.19
O	10.623	5.512	20.961	0.071	-0.195	-0.21
O	11.043	4.129	24.176	0.152	-0.045	-0.236
O	8.105	13.585	21.194	-0.03	0.204	-0.538
O	6.595	15.693	21.868	0.028	-0.007	-0.127
O	11.13	10.597	24.052	-0.2	-0.116	-0.257
O	9.76	11.568	21.848	-0.008	-0.158	-0.117
O	12.43	4.018	21.879	-0.19	-0.079	-0.301
O	13.618	3.294	23.986	0.104	-0.087	-0.125
O	14.893	2.029	21.888	0.005	0.143	-0.129
O	13.484	7.986	20.995	0.053	-0.022	-0.623
O	11.749	9.799	21.721	-0.039	0.158	0.003
O	15.276	8.145	23.403	0.037	0.067	-0.207
O	15.153	6.1	21.807	-0.122	-0.135	-0.406
O	11.649	15.267	21.898	-0.105	0.015	0.019
O	10.985	-0.177	24.262	-0.019	0.037	-0.371
O	15.403	12.188	22.445	-0.298	0.175	-0.644
O	13.578	13.621	21.258	-0.007	-0.14	-0.495
O	0.879	2.827	27.403	0.166	-0.01	-0.08
O	6.957	1.967	26.883	0.004	-0.248	-0.153
O	1.611	8.301	24.073	-0.19	-0.143	-0.386
O	0.416	5.727	26.848	-0.2	-0.216	0.152
O	4.356	8.117	24.541	-0.045	-0.124	0.085
O	2.586	7.241	26.31	0.161	0.012	-0.002
O	1.032	10.12	30.663	-0.039	-0.115	0.335
O	1.374	12.656	23.572	0.087	-0.12	-0.284
O	1.168	13.666	26.803	-0.042	-0.185	-0.237
O	3.552	14.081	24.094	-0.042	-0.116	-0.273
O	4.896	-0.056	23.809	-0.107	0.219	-0.231
O	6.013	1.896	22.548	-0.081	-0.251	-0.215
O	10.216	4.769	26.543	0.074	-0.063	-0.213
O	8.436	4.791	24.736	0.11	-0.189	-0.094
O	7.419	11.072	27.153	-0.153	0.153	-0.189
O	6.195	6.292	25.116	0.095	-0.022	-0.199
O	10.081	12.51	25.379	-0.068	-0.029	-0.135
O	9.019	9.924	25.518	0.257	-0.116	-0.233
O	12.571	1.208	22.708	-0.004	-0.101	-0.429
O	6.701	4.559	26.912	0.084	0.195	0.015
O	12.095	5.392	28.246	-0.154	0.075	-0.059
O	13.198	5.945	23.617	-0.038	0.052	0.012
O	15.356	7.935	26.494	-0.055	-0.122	-0.012
O	15.626	5.954	24.572	0.036	0.19	-0.189
O	10.391	12.805	27.978	-0.232	-0.199	0.068
O	9.404	9.101	22.862	0.045	-0.095	0.133
O	11.524	1.151	26.488	-0.272	0.058	-0.225
O	10.839	14.915	26.485	-0.061	0.218	-0.055
O	1.524	14.605	29.32	0.019	0.051	0.278
O	3.166	0.096	28.514	0.136	0.122	0.1
O	15.764	15.175	25.493	0.259	0.238	0.014
O	4.955	4.267	30.797	0.13	0.276	0.157
O	7.526	5.072	30.933	-0.131	0.056	0.374
O	2.802	4.717	27.06	-0.073	-0.003	-0.174
O	1.844	6.542	28.839	-0.227	-0.043	0.148
O	5.186	11.03	28.414	-0.221	0.053	-0.068
O	0.857	12.11	28.962	-0.012	-0.092	0.252
O	2.756	10.283	28.653	0.088	0.2	0.318
O	3.884	15.853	26.094	0.286	0.087	0.079
O	5.996	14.486	25.298	-0.09	0.084	-0.075
O	7.81	3.35	28.96	0.118	0.059	0.258
O	6.113	3.694	24.488	-0.033	-0.373	-0.367
O	9.659	3.419	30.729	0.2	0.017	-0.067
O	9.267	2.408	25.629	0.231	-0.06	-0.162
O	9.547	5.329	29.035	-0.071	-0.003	-0.043
O	4.055	3.79	22.934	-0.119	-0.261	0.133
O	8.36	8.717	27.904	-0.067	-0.079	0.061
O	8.57	6.943	21.698	-0.007	-0.158	-0.404
O	6.927	12.922	29.028	0.181	0.205	-0.043
O	7.382	10.399	29.731	-0.05	-0.116	0.111
O	7.946	-0.042	25.709	-0.14	0.026	-0.244
O	8.333	13.934	26.566	0.007	-0.188	-0.03
O	13.262	15.792	25.781	-0.047	-0.072	-0.249
O	14.776	0.929	24.256	0.016	0.138	-0.493
O	13.201	3.147	27.153	-0.003	-0.215	-0.248
O	15.288	0.974	26.859	-0.177	0.157	0.123
O	14.17	9.559	28.318	-0.148	-0.077	0.103
O	15.765	7.58	29.083	-0.24	-0.337	0.337
O	11.251	10.585	26.772	-0.138	-0.231	0.032
O	12.369	11.268	29.073	0.144	-0.067	0.267
O	12.783	1.025	28.773	-0.05	0.027	-0.046
O	13.014	14.694	28.871	0.026	-0.038	-0.026
O	1.44	0.385	26.487	-0.092	0.11	-0.039
O	3.28	12.878	28.216	0.005	-0.159	0.318
O	0.642	0.74	28.954	-0.131	-0.166	0.094
O	15.667	12.63	25.205	0.053	-0.142	-0.296
O	1.095	7.581	31.155	0.19	-0.045	0.177
O	-0.173	5.5	30.466	0.159	-0.105	-0.017
O	3.376	2.109	26.796	0.109	-0.025	-0.15
O	2.835	3.273	29.233	0.08	0.118	0.441
O	15.145	13.765	27.711	0.072	0.009	0.289
O	14.716	13.038	30.289	-0.051	-0.49	0.266
O	3.773	11.774	30.577	-0.071	0.009	0.416
O	0.35	9.713	27.976	0.253	-0.087	0.102
O	2.18	0.119	31.034	-0.09	-0.08	0.462
O	8.524	14.989	29.307	0.054	-0.025	0.211
O	6.433	15.262	27.779	0.133	-0.021	0.261
O	10.625	4.744	32.655	-0.132	0.126	0.332
O	4.856	13.493	32.26	-0.043	0.286	-0.132
O	6.189	14.946	30.5	-0.257	0.138	0.444
O	8.968	8.47	30.574	0.186	-0.066	0.177
O	12.32	3.077	31.143	-0.194	0.226	-0.023
O	10.492	2	32.631	0.042	-0.249	0.204
O	13.039	16.114	31.088	0.039	-0.109	0.142
O	10.813	15.951	29.567	-0.111	-0.2	0.199
O	6.572	8.827	25.919	-0.143	0.116	0.165
O	14.193	5.563	26.729	-0.091	-0.01	-0.152
O	14.342	4.395	29.162	0.239	-0.064	0.311
O	9.087	0.829	27.95	0.195	-0.178	0.321
O	9.95	10.45	29.134	-0.117	0.115	0.184
O	12.52	8.716	30.152	-0.21	-0.078	0.074
O	14.116	10.617	30.899	-0.048	0.07	-0.023

Results
total energy: -108574.604 eV
total energy less fixed offsets of O -438.35, Si -107.03 eV per atom: 5.626 eV
